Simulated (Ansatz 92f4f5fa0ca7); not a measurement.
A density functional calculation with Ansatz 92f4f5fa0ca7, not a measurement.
Periodic cell of 223 atoms, Si132O90P1, from a study of silicon, its oxide and their interface. The atomic structure is a simulated model.
Doubt: the cutoff is far below the 930 eV that the study's wrapper takes by default for these files, so forces and energies are approximate.
This geometry differs little from another in the collection (a relaxation step or a small displacement).

Settings: functional PBE; potential files Ansatz PAW; basis plane waves; wave-function cutoff 580 eV; density cutoff ratio 5; exchange-correlation grid ratio 1; k mesh 1 x 1 x 1, Gamma-centred; self-consistency stop 5e-08 eV per atom in the density residual; occupations fixed; spin none; net charge +1 e, with a uniform compensating background and no finite-size correction.

Cell vectors (angstrom)
a 10.938 0 0
b 0 10.938 0
c 0 0 32.1988

Atoms and the computed forces on them: element, x, y, z (angstrom), force x, y, z (eV/angstrom)
Si 10.5767 0.2219 24.8566 -0.0202 0.0089 0.0076
Si 5.7357 10.6871 24.7428 0.0144 -0.0025 0.0108
Si 2.4747 2.9188 24.626 0.0014 0.0083 -0.0015
Si 8.4088 2.4673 24.827 0.0051 -0.0129 0.0176
Si 0.2694 5.1764 24.7541 0.0029 0.0024 0.0045
Si 5.149 5.7496 24.6799 -0.0077 0.0014 0.0007
Si 2.9251 8.0071 24.5952 -0.0066 -0.0046 -0.0058
Si 7.9361 8.4374 24.7212 -0.0031 0.0146 0.0123
Si 1.3224 1.3849 26.0192 0.005 -0.0064 -0.0002
Si 6.843 1.3071 26.1418 0.0021 0.0004 0.0069
Si 4.0408 4.1019 25.9792 0.0036 -0.0071 0.0031
Si 9.5987 4.0649 26.0749 -0.0053 0.003 -0.0007
Si 1.3977 6.8257 26.0165 -0.0061 0.0047 0.0041
Si 6.7619 6.8552 26.0136 0.0044 -0.0012 -0.0003
Si 4.101 9.5324 25.989 -0.0034 0.0065 0.0031
Si 9.462 9.5662 26.1435 0.0002 0.0012 0.0055
Si 2.7226 -0.0058 27.3239 0.0021 -0.0018 0.0005
Si 8.169 -0.0313 27.5685 -0.0066 -0.0031 0.0065
Si 0.0045 2.7174 27.4682 -0.0063 0.0015 0.0207
Si 5.427 2.7498 27.3709 0.0013 -0.0035 -0.0038
Si 2.7343 5.4522 27.4341 0.0025 0.0035 0.0167
Si 8.1774 5.476 27.3435 0.0024 -0.0028 -0.0022
Si -0.0141 8.1892 27.3794 0.0022 0.0004 -0.0045
Si 5.4379 8.1987 27.44 -0.0029 -0.0017 0.0155
Si 4.0703 1.3455 28.7417 -0.0008 -0.0005 0.0016
Si 9.5798 1.3737 28.8477 0.0054 0.0013 -0.0076
Si 1.345 4.1003 28.814 -0.0003 -0.0045 -0.0052
Si 6.8226 4.1079 28.7344 -0.0032 0.003 0.0056
Si 4.0994 6.8153 28.8013 -0.0013 -0.0011 -0.0076
Si 9.5467 6.8254 28.7431 -0.0007 -0.0012 0.0056
Si 1.3806 9.5741 28.7348 0.0028 -0.0021 0.0029
Si 6.7836 9.5379 28.8602 0.0005 0.0073 -0.0075
Si 0.0213 -0.0171 30.164 -0.0025 0.005 0.0041
Si 5.4292 0.0111 30.1605 0.0034 -0.004 0.0001
Si 2.73 2.7189 30.1532 -0.0058 0.0033 0.0045
Si 8.1794 2.7518 30.1394 0.003 -0.0048 0.0004
Si -0.0277 5.4761 30.1386 0.0019 -0.0032 0.0026
Si 5.4755 5.4508 30.1509 -0.0031 0.0025 0.001
Si 2.7199 8.2036 30.1249 0.0013 -0.0011 0.0008
Si 8.2075 8.1796 30.1618 -0.0014 0.003 0.0015
P 1.3753 1.3544 31.5321 0.0036 -0.0029 0.0019
Si 6.8222 1.3781 31.4989 -0.0027 0.0023 0.0008
Si 4.1062 4.0833 31.5364 0.0028 -0.0035 -0.0006
Si 9.5663 4.0938 31.5034 -0.0022 0.0049 -0.0008
Si 1.3502 6.8455 31.4838 -0.003 0.0028 0.0007
Si 6.8462 6.8123 31.5441 0.0021 -0.0028 -0.0021
Si 4.0693 9.5723 31.5085 -0.0014 0.0014 -0.0018
Si 9.5816 9.5563 31.5398 0.0027 -0.0024 0.0006
Si 2.7296 -0.0026 0.7167 -0.0032 0.0006 -0.0015
Si 8.1875 0.0054 0.66 0.0008 0.0013 -0.002
Si 0.0014 2.7247 0.6894 0.0013 -0.0018 -0.0052
Si 5.488 2.7291 0.7005 -0.001 -0.0002 -0.0004
Si 2.7315 5.4986 0.6496 -0.0026 -0.0003 -0.0027
Si 8.2213 5.4424 0.7231 0.0022 -0.0033 0.0004
Si 0.0086 8.1776 0.6936 0.0002 -0.0016 -0.0007
Si 5.4614 8.2118 0.6926 -0.0014 0.0018 -0.0014
Si 4.124 1.3778 2.0698 0.0009 0.0055 -0.0032
Si 9.5629 1.331 2.0474 -0.0026 -0.0051 0.0024
Si 1.3946 4.1272 2.0188 0.0054 0.0034 -0.0005
Si 6.8508 4.0802 2.0846 -0.0021 -0.0055 -0.0006
Si 4.102 6.8316 2.0518 -0.0042 -0.0032 0.0027
Si 9.5837 6.8276 2.0717 0.0045 0.0026 -0.0034
Si 1.3569 9.545 2.0663 -0.0041 -0.0007 -0.0026
Si 6.8287 9.5957 2.0467 0.0043 0.0021 -0.0001
Si -0.0161 -0.0375 3.4064 0.0086 0.0044 0.01
Si 5.4863 0.0023 3.4732 0.001 0.0015 0.0023
Si 2.7734 2.7916 3.3766 -0.0083 -0.0115 0.009
Si 8.2033 2.6936 3.4547 -0.005 0.0032 -0.0048
Si 0.0238 5.4629 3.434 -0.0027 0.002 -0.0063
Si 5.4767 5.4676 3.4146 -0.0014 -0.0044 0.0075
Si 2.7748 8.2114 3.4491 -0.001 -0.0012 -0.0044
Si 8.2031 8.2265 3.3832 0.001 0.0022 0.0041
Si 1.3893 1.3919 4.637 -0.001 0.0046 -0.0225
Si 6.8467 1.3456 4.9079 0 -0.0032 -0.0015
Si 4.1579 4.0884 4.8154 0.0048 0.0071 -0.0164
Si 9.5802 4.0794 4.7705 0.0002 -0.005 0.0028
Si 1.4159 6.8281 4.8152 0.0043 0.0003 -0.0031
Si 6.8225 6.8895 4.7348 -0.0032 0.0005 -0.0105
Si 4.1358 9.5749 4.8561 0.0006 0.0022 0.0047
Si 9.5475 9.5447 4.8025 -0.0011 0 -0.0184
Si 2.7465 0.1148 6.0612 0.0047 -0.0099 -0.0111
Si 8.201 -0.0652 6.2719 -0.005 0.0122 -0.0058
Si 0.0274 2.6678 6.0498 -0.0022 0.0057 -0.0011
Si 5.4796 2.7254 6.2946 0.0056 -0.0104 -0.0078
Si 2.8169 5.4816 6.1838 -0.0075 0.0014 -0.0054
Si 8.1737 5.4804 6.0407 0.0071 -0.0061 -0.0048
Si 0.0116 8.1797 6.1526 0.0036 -0.0059 -0.0038
Si 5.529 8.2203 6.2414 -0.0079 0.0071 -0.0112
Si 3.8402 1.572 7.6088 -0.0177 0.006 0.0115
Si 9.8353 1.1358 7.4588 0.015 -0.0013 -0.0063
Si 1.6276 3.8033 7.3121 -0.0027 -0.0172 -0.0086
Si 6.6569 4.4136 7.4837 -0.0002 0.0087 0.0046
Si 4.4068 6.6314 7.5547 0.0061 0.0028 0.0078
Si 9.3678 6.9452 7.4095 -0.0045 -0.0051 0.0044
Si 1.1436 9.9121 7.2897 -0.001 0.0164 0.0006
Si 7.1569 9.2294 7.6794 0.0006 -0.0115 0.0216
O 8.3125 8.0895 7.8993 -0.0022 0.0074 -0.0062
O 2.7213 2.7412 7.9386 0.0125 0.0039 0.0028
O 9.5013 1.3465 24.2825 0.007 0.0009 -0.0084
O 4.0388 6.862 24.1291 0.0031 0.0017 0.0066
O 0.0268 0.0165 7.9446 -0.009 -0.0069 0.0041
O 5.529 5.5063 8.026 -0.0019 -0.003 -0.0033
O 6.8497 9.5806 24.2059 -0.0026 -0.0075 -0.0061
O 1.3682 4.0724 24.1744 0.0025 -0.0051 0.0046
O 3.8623 7.3825 8.9359 -0.0054 0.0036 0.004
O 0.8016 4.3764 8.5919 -0.0092 0.0129 0.0158
O 9.8132 6.1747 8.7997 0.0039 -0.0041 0.005
O 2.1278 9.3767 8.4806 0.0121 -0.0149 0.0167
O 7.522 3.9249 8.7947 0.0054 -0.0106 0.0069
O 4.2661 0.9249 9.0696 0.0116 -0.0019 0.0087
O 6.7342 9.5566 9.2272 -0.001 0.0005 0.0074
O 9.2078 1.8523 8.7968 -0.014 0.009 0.013
O 7.6803 3.1438 23.532 -0.0161 0.0136 -0.0187
O 10.4955 5.865 23.4585 -0.0113 0.0119 -0.0165
O 5.0921 0.4609 23.421 -0.0141 0.0149 -0.0177
O 5.8566 5.094 23.3557 0.0073 -0.0084 -0.009
O 3.0951 2.2067 23.2702 0.0064 -0.0067 -0.0093
O 2.2784 8.7208 23.2415 -0.0063 0.0071 -0.0074
O 8.6162 7.7615 23.3881 0.0111 -0.0097 -0.0122
O 0.2159 10.3314 23.5882 0.0136 -0.0168 -0.0174
Si 4.3842 1.5727 22.4582 0.0038 0.0025 0.022
Si 3.4908 7.9305 14.0301 -0.0013 -0.0003 0.0006
Si 7.1182 0.9573 14.666 0.0028 0.0022 0.0012
Si 0.9358 9.3598 22.5119 0.0014 -0.0048 0.022
Si 1.1846 4.3082 11.8863 -0.0046 0.0071 0.0054
Si 6.267 8.9646 15.3171 -0.0016 -0.0013 0.0024
Si 0.6783 1.3698 12.2957 0.0018 -0.0001 0.0112
Si 8.6303 4.9462 20.5014 -0.0042 0.007 0.0074
Si 0.3283 5.715 9.3652 -0.0006 -0.0015 -0.015
Si 5.1032 3.1216 17.9432 -0.0021 -0.0033 -0.0092
Si 0.8871 3.745 16.7423 -0.0037 -0.0003 -0.0018
Si 10.406 2.8461 19.222 -0.001 0.0018 -0.003
Si 5.281 1.186 10.3544 0.0002 -0.0039 -0.0076
Si 0.8872 0.1785 19.8405 0.0099 -0.0092 0.001
Si 6.6478 9.46 10.8736 -0.0067 0.0067 -0.0069
Si 9.3402 9.6756 18.3236 0.0044 0.0047 -0.0076
Si 9.3916 9.2472 12.5735 -0.003 0.002 0.0069
Si 6.5626 3.8462 22.5758 0.0017 -0.0035 0.0164
Si 2.4399 8.0673 9.381 0.0005 -0.0009 -0.0165
Si 10.5918 7.367 17.0754 -0.0007 0 -0.0064
Si 2.5124 6.2918 16.5756 0.0012 0.0009 -0.008
Si 10.1767 4.4931 14.1895 0.0025 -0.0034 0.0022
Si 6.1416 9.1816 18.5121 -0.0032 0.0046 -0.0132
Si 7.9677 2.5693 9.5844 0.0035 0.002 -0.0148
Si 8.8805 2.1434 12.4558 -0.0016 0.0048 0.0039
Si 5.3389 6.2435 18.0635 0.0021 -0.0018 -0.0121
Si 3.9274 0.552 19.4626 -0.005 0.004 0.0061
Si 4.2801 3.8429 12.0543 0.0028 -0.0039 0.01
Si 5.5436 6.6025 12.1404 0.0011 0.0043 0.0111
Si 8.014 2.5021 17.2174 0.002 -0.0008 -0.005
Si 4.36 2.479 14.9678 0.0008 0.0057 -0.002
Si 1.5406 1.2122 15.2559 -0.0024 0.0026 -0.0022
Si 1.5682 9.4171 12.0466 0.0089 -0.0059 0.0045
Si 8.0516 6.8533 13.868 -0.0005 -0.0013 0.0051
Si 10.3824 9.837 15.4875 -0.0008 0.002 -0.0036
Si 9.804 7.0186 22.5411 0.0031 -0.0013 0.0171
Si 8.1097 5.4837 17.4037 0.002 -0.0024 0.0018
O 6.0463 7.9608 11.2872 -0.002 -0.0098 -0.0041
O 6.0193 9.2067 16.8955 0.0002 0.0004 0.0013
O 7.6799 1.3631 13.194 -0.0046 -0.0034 -0.0003
O 0.8949 1.7488 13.8642 0.0037 -0.0014 0.0036
O 9.4297 6.2545 16.881 0.002 0.0021 0.0024
O 6.7605 6.205 13.1371 0.0072 -0.0001 -0.0029
O 5.1339 4.659 18.6103 0 0.0027 0.0073
O 9.2304 2.1565 18.2746 -0.0048 -0.0008 0.0022
O 2.3701 0.093 19.0814 0.002 0.0001 0.002
O 9.414 10.2345 16.7666 -0.0002 -0.0009 0.0012
O 2.7914 4.4359 11.7093 0.0007 -0.0012 -0.0092
O 5.0689 10.3197 19.1071 0.0054 -0.0058 0.0048
O 9.4262 3.245 13.4901 0.002 0.0049 -0.0046
O 0.4611 1.7661 19.9563 -0.0025 0.0016 0.0072
O 3.154 1.3611 15.0589 0.0005 -0.0009 -0.0011
O 8.1654 5.3754 19.0208 -0.0036 0.0028 -0.0101
O 3.8945 6.5973 17.3875 -0.0002 0 0.0055
O 4.573 3.2775 16.3895 0.0006 0.0004 0.0014
O 9.0642 5.6696 14.3125 0 0.0005 -0.0047
O 5.4362 2.7686 22.1304 -0.0032 -0.001 0.0011
O 10.674 4.1453 15.6838 0.0024 0.0002 0.0034
O 0.3439 3.8686 18.2787 0.004 0.0026 0.0011
O 10.428 10.5111 19.2225 -0.0081 -0.0034 0.002
O 9.644 10.0281 14.0277 0.0024 0.0014 0.0036
O 10.9014 8.1261 22.0838 0.0018 0.0019 0.0016
O 1.1938 2.1608 16.5288 0.0008 0.0001 0.0022
O 9.7376 3.7479 20.4167 0.0049 -0.0067 0.0012
O 8.1354 4.0305 16.6804 -0.0011 0.0002 -0.0003
O -0.0421 9.1039 11.904 -0.0043 0.0014 -0.0083
O 6.5866 2.4153 18.0078 0.0012 0.0008 0.0053
O 5.584 10.7199 11.192 0.0009 -0.0047 -0.0041
O 7.7516 9.59 18.8437 0.0005 -0.0007 0.0083
O 10.0294 1.0264 12.0563 0.0013 0.0005 -0.0084
O 1.3146 6.9565 9.0446 0.0004 0.0011 -0.0009
O 0.6245 4.7693 13.35 -0.004 0.0005 0.0004
O 5.7079 7.621 18.9803 -0.0001 -0.0011 0.0099
O 5.2391 5.0869 11.5172 0.0002 0.0034 -0.0089
O 2.7137 6.9868 15.1142 -0.0011 -0.002 0.0033
O 0.9119 2.7467 11.4626 -0.0001 -0.0028 -0.007
O 0.8626 10.6847 15.5449 0.0001 -0.0008 0.0007
O 2.3978 8.5894 10.9065 -0.0058 0.0097 0.0131
O 4.6989 2.4348 11.2682 -0.005 0.0115 -0.001
O 4.2547 3.5108 13.6801 0.0001 -0.0059 0.005
O 2.2024 4.6827 16.4814 0.0009 0.0005 0.002
O 10.7029 8.2493 15.6961 0.0004 -0.0008 -0.0002
O 6.9289 10.2902 14.6656 -0.0006 -0.0015 -0.0037
O 2.3448 8.9552 13.4212 0.0044 -0.0022 -0.0003
O 8.0347 1.5203 15.9075 0.0003 0.0008 0.0015
O 4.1261 6.9975 12.8512 -0.0045 0.0038 -0.0032
O 4.1818 2.0106 18.7351 0.0041 0.0053 0.0016
O 7.2988 4.4143 21.2646 0.0132 0.0078 -0.0108
O 8.4072 2.9235 11.1032 0.0069 -0.0019 0.0131
O 1.181 6.8634 17.3571 -0.0001 0.0002 0.0054
O 5.6547 1.5762 14.7579 0.0001 -0.001 -0.0024
O 8.1319 9.76 11.5871 0.0123 -0.0021 -0.002
O 9.2042 6.2799 21.238 -0.0085 -0.0138 -0.0099
O 8.9562 7.717 12.8516 -0.0012 -0.0032 -0.0055
O 1.6523 0.122 11.8734 -0.0026 0.0017 -0.0079
O 6.645 6.147 17.0607 -0.0009 0.0004 0.0017
O 7.3991 7.8024 15.041 -0.0012 0.0035 -0.0003
O 1.2172 10.3057 21.231 -0.002 0.0166 -0.0181
O 10.0346 8.1986 18.3558 0.0006 -0.0017 0.0051
O 3.9529 0.8356 21.0855 -0.0054 -0.0108 -0.0219
O 0.3473 5.3371 10.9276 0.0039 -0.0086 0.012
O 6.6901 1.5765 9.6238 -0.0061 -0.001 -0.003
O 4.7799 8.7051 14.679 0.0039 0.0014 -0.0014

Results
free energy: -135861.184 eV
free energy less fixed offsets of O -568.88, P -755.39, Si -635.61 eV per atom: -6.074 eV

The program warned: the cutoff lies below the one the program advises for these potential files; the exchange-correlation potential is rough where the density is thin.
